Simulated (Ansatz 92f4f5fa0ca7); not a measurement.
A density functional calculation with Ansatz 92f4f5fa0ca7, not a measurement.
Periodic cell of 444 atoms, Si288O156, from a study of silicon, its oxide and their interface. The atomic structure is a simulated model.
Doubt: the cutoff is far below the 930 eV that the study's wrapper takes by default for these files, so forces and energies are approximate.
This geometry differs little from another in the collection (a relaxation step or a small displacement).

Settings: functional PBE; potential files Ansatz PAW; basis plane waves; wave-function cutoff 580 eV; density cutoff ratio 5; exchange-correlation grid ratio 1; k mesh 1 x 1 x 1, Gamma-centred; self-consistency stop 5e-08 eV per atom in the density residual; occupations fixed; spin none; net charge 0.

Cell vectors (angstrom)
a 15.4687 0 0
b 0 15.4687 0
c 0.2806 1.4845 34.4941

Atoms and the computed forces on them: element, x, y, z (angstrom), force x, y, z (eV/angstrom)
Si 0.3913 2.1624 25.435 -0.0065 0.0379 0.0298
Si 0.2907 4.6935 25.6102 0.0122 -0.0434 0.017
Si 0.2565 9.3032 25.772 0.0067 -0.0071 -0.0033
Si 0.3544 -3.0161 25.5431 0.0327 0.0173 0.077
Si 4.2649 2.2292 25.7582 -0.0047 0.0045 -0.0207
Si 4.233 4.6452 25.7436 -0.0082 0.0193 0.0166
Si 4.1856 9.0299 26.1111 0.0218 0.0072 0.0228
Si 3.9801 -2.0327 25.579 -0.0365 -0.1256 0.1105
Si 8.0084 1.064 25.5744 -0.0274 0.0076 0.0215
Si 7.9324 6.2828 25.6872 -0.0061 0.0409 0.0276
Si 8.01 8.7874 25.8068 0.0139 -0.0484 0.0179
Si 7.8121 -2.0902 25.7818 0.0121 -0.0213 0.0411
Si -3.5748 2.27 25.3811 -0.0049 0.0242 0.0292
Si -3.6875 4.8234 25.5475 0.012 -0.0397 0.0356
Si -3.5699 9.3874 25.7632 0.0034 -0.0096 0.0182
Si -3.2075 -2.9907 25.3554 -0.0236 0.0121 -0.0029
Si 2.2495 1.5747 26.8776 -0.0332 0.06 0.0339
Si 2.2172 5.1871 26.9492 -0.0063 0.0297 0.0165
Si 2.1424 9.0525 27.1804 -0.0029 -0.0124 0.0314
Si 2.1667 -2.5008 26.9568 -0.0145 -0.0043 -0.0292
Si 6.149 1.5695 26.9964 0.0241 0.014 -0.0114
Si 6.1075 5.4252 26.9868 0.0138 -0.0353 0.008
Si 6.1847 9.2973 27.2074 -0.0077 0.0029 0.0101
Si 5.8777 -2.2451 27.0166 0.0205 -0.0086 -0.0172
Si 10.0119 1.5345 26.7787 0.0356 0.0066 0.0013
Si 9.8794 5.4102 26.872 0.0062 -0.0069 -0.0055
Si 9.944 9.2305 27.0519 -0.0175 0.0044 0.0075
Si 9.7794 -2.3198 27.0176 -0.0264 -0.0159 0.0095
Si -1.6213 1.5857 26.6809 0.0019 -0.0095 -0.0045
Si -1.6896 5.2368 26.8515 -0.0083 0.0044 -0.0037
Si -1.6609 9.1704 27.0976 0.0001 -0.0135 0.0002
Si -1.5437 -2.5314 26.9071 0.0003 0.0133 0.0041
Si 2.2007 3.3611 28.417 0.021 -0.039 -0.0194
Si 2.1644 7.1007 28.4004 -0.0063 -0.0147 -0.0124
Si 2.2266 11.0853 28.4001 0.0109 0.0173 0
Si 2.1676 -0.4452 28.214 -0.0123 -0.0254 0.0193
Si 6.2097 3.481 28.3655 -0.0004 0.03 -0.0078
Si 6.053 7.294 28.4469 -0.0058 0.0071 0.0138
Si 6.0771 11.2882 28.4011 -0.0056 0.0042 -0.0089
Si 6.0198 -0.3476 28.3854 0.0031 -0.0157 0.0376
Si 9.8909 3.4374 28.2385 -0.014 -0.0003 0.0105
Si 9.9923 7.2691 28.3605 0.0177 0.0046 0.0075
Si 9.9344 11.1952 28.3586 0.0014 0.0066 0.0064
Si 9.9867 -0.358 28.3014 0.0104 -0.0042 0.01
Si -1.6659 3.3638 28.2979 -0.0094 0.0024 0.0159
Si -1.6628 7.1663 28.2996 -0.0018 0.0098 0.0127
Si -1.6251 11.1224 28.4172 -0.0065 0.0018 0.0244
Si -1.6494 -0.433 28.1082 -0.0021 -0.0016 0.0081
Si 0.247 3.4135 29.723 0.0024 -0.0091 0.0051
Si 0.2355 7.2385 29.7192 0.0033 0.0068 -0.0009
Si 0.3002 11.1522 29.7527 -0.0098 -0.0147 -0.0043
Si 0.2428 -0.4326 29.6166 0.0123 0.0097 0.0061
Si 4.1982 3.4185 29.693 -0.0199 0.0019 0.0072
Si 4.1049 7.2711 29.7478 0.0063 0.0021 0.003
Si 4.154 11.1509 29.7425 -0.0126 -0.0014 0.0119
Si 4.0725 -0.435 29.6921 -0.0053 0.0126 0.0114
Si 8.0728 3.4191 29.744 0.0042 -0.0054 0.0036
Si 8.0369 7.2666 29.7207 -0.0135 0.0003 0.0025
Si 8.0167 11.1864 29.7328 0.0094 0.0013 -0.0011
Si 8.02 -0.4236 29.6819 -0.0131 0.0063 -0.0022
Si -3.621 3.4133 29.6516 0.0062 0.0014 0.0033
Si -3.5611 7.2658 29.719 -0.0104 0.0007 -0.0024
Si -3.5913 11.1599 29.7237 0.0062 -0.0011 -0.0032
Si -3.5373 -0.4408 29.6433 -0.0008 0.0052 -0.0019
Si 0.2806 1.4845 31.0753 -0.1677 -0.1846 -0.1924
Si 0.2806 5.3517 31.0753 -0.2355 -0.1993 0.288
Si 0.2806 9.2189 31.0753 0.0042 -0.2835 0.0133
Si 0.2806 -2.3827 31.0753 -0.057 0.3819 -0.2091
Si 4.1477 1.4845 31.0753 -0.071 0.0615 -0.0282
Si 4.1477 5.3517 31.0753 0.0727 -0.221 0.1814
Si 4.1477 9.2189 31.0753 -0.0953 -0.0756 0.1967
Si 4.1477 -2.3827 31.0753 -0.1494 0.204 -0.004
Si 8.0149 1.4845 31.0753 0.0711 -0.0871 0.1212
Si 8.0149 5.3517 31.0753 0.2227 -0.0013 0.2643
Si 8.0149 9.2189 31.0753 -0.0263 0.0042 -0.0771
Si 8.0149 -2.3827 31.0753 0.1483 0.3863 0.0651
Si -3.5866 1.4845 31.0753 0.0465 -0.0114 -0.3816
Si -3.5866 5.3517 31.0753 -0.0152 -0.2563 -0.0832
Si -3.5866 9.2189 31.0753 0.0725 -0.0619 -0.0492
Si -3.5866 -2.3827 31.0753 0.0885 0.253 -0.1823
Si 1.9301 0.0106 3.4077 -0.0014 0.0063 -0.0044
Si 1.9342 3.8502 3.402 0.0036 -0.0053 -0.0056
Si 1.9322 7.752 3.4036 0.0018 0.0063 -0.0052
Si 1.9326 -3.8842 3.4035 0.0005 -0.0051 -0.0047
Si 5.8067 0.021 3.4043 -0.0014 0.0091 -0.0074
Si 5.8076 3.8637 3.4111 -0.0006 -0.0044 -0.005
Si 5.8068 7.7551 3.4074 0.0021 0.0013 -0.0043
Si 5.8039 -3.8908 3.4014 -0.0024 -0.0072 -0.0072
Si 9.6707 0.0156 3.4164 0.004 0.0065 -0.0063
Si 9.6673 3.865 3.4234 -0.0018 -0.0016 -0.0036
Si 9.6684 7.7471 3.4234 -0.0002 -0.0004 -0.0053
Si 9.6701 -3.8946 3.4141 0.0009 -0.0057 -0.0076
Si -1.9361 0.0043 3.4229 0.0009 0.0019 -0.0042
Si -1.9386 3.8523 3.4163 -0.0024 -0.0054 -0.0062
Si -1.9371 7.7533 3.4162 -0.0025 0.0039 -0.0046
Si -1.9345 -3.8808 3.4184 0.0019 -0.0056 -0.0037
Si 1.9374 1.9329 4.7994 0.0019 0.0017 -0.0035
Si 1.9435 5.8004 4.7101 -0.0021 -0.003 0.0041
Si 1.9296 9.6696 4.8016 -0.0016 0.0018 -0.0014
Si 1.9239 -1.941 4.7227 -0.0013 -0.0023 0.0037
Si 5.8172 1.9432 4.8018 0.0008 -0.0021 -0.0041
Si 5.8307 5.8159 4.7337 -0.0055 0.0015 0.0033
Si 5.8116 9.6674 4.8108 -0.0033 0.0062 -0.0028
Si 5.8108 -1.9386 4.7001 -0.0022 -0.0036 0.0024
Si 9.6769 1.9419 4.8171 0.0013 -0.0028 -0.0026
Si 9.6579 5.8093 4.7694 0.005 -0.0013 0.001
Si 9.668 9.6608 4.8316 0.0006 0.0063 -0.0005
Si 9.6884 -1.9439 4.7246 -0.0015 -0.0028 0.0015
Si -1.9377 1.9287 4.8173 -0.0013 0.0026 -0.002
Si -1.9587 5.8039 4.736 0.0041 -0.0009 0.0005
Si -1.9451 9.6717 4.8228 -0.0001 0.0007 -0.001
Si -1.9276 -1.944 4.7605 -0.0014 -0.0014 0
Si 0.0074 1.9171 6.1789 -0.0003 -0.0028 0.0109
Si -0.0002 5.7864 6.0288 -0.0014 0.0078 -0.0255
Si -0.0023 9.6728 6.1836 0.0006 0.0064 0.005
Si 0.0145 -1.9582 6.1057 0.0031 -0.0013 -0.0152
Si 3.8805 1.9461 6.1609 -0.0004 0.0031 0.0066
Si 3.8872 5.82 6.0378 0.0108 -0.0007 -0.0276
Si 3.8684 9.6757 6.165 0.0025 -0.0056 0.0023
Si 3.8748 -1.9251 6.0222 -0.0074 0.0007 -0.0237
Si 7.7446 1.9565 6.1928 -0.0025 0.0122 0.0175
Si 7.7304 5.8342 6.1402 0.0024 -0.0054 -0.0083
Si 7.7325 9.6625 6.2141 0.003 -0.0091 0.0135
Si 7.744 -1.9533 6.0335 0.0063 0.0156 -0.0156
Si -3.8655 1.9323 6.211 0.0007 0.0031 0.0109
Si -3.8792 5.8103 6.1182 -0.0101 0.004 -0.0259
Si -3.873 9.6632 6.2245 -0.0007 -0.0017 0.0077
Si -3.8666 -1.9636 6.1025 0.0046 0.0161 -0.0234
Si 0.0498 -0.0546 7.5088 -0.0032 0.023 0.0023
Si 0.014 3.9103 7.4546 0.0122 -0.0335 -0.0019
Si -0.0144 7.6691 7.4339 -0.0031 0.0218 0.0098
Si -0.0059 -3.8478 7.5496 0 -0.0248 -0.0118
Si 3.8986 -0.0452 7.4379 -0.0023 0.0282 0.0025
Si 3.9076 3.9379 7.4446 0.0004 -0.0314 -0.0063
Si 3.8676 7.697 7.4632 -0.0004 0.0284 0.0016
Si 3.8634 -3.7995 7.4373 0.0014 -0.0272 -0.0049
Si 7.7571 -0.0648 7.4268 0.0071 0.0232 0.0019
Si 7.7396 3.9287 7.5468 0.0001 -0.0263 -0.0131
Si 7.7116 7.7242 7.5998 -0.0047 0.0262 -0.0118
Si 7.7382 -3.8125 7.4873 -0.0153 -0.0383 -0.0124
Si -3.8452 -0.0652 7.5033 -0.0037 0.0235 0.0096
Si -3.8629 3.9148 7.5344 -0.0041 -0.0382 -0.0078
Si -3.9004 7.6981 7.5592 0.0088 0.028 0.003
Si -3.8874 -3.8404 7.5588 -0.003 -0.0411 -0.0126
Si 2.0178 -0.3584 8.8069 -0.002 0.0118 -0.0089
Si 1.9732 4.2533 8.7169 -0.0047 -0.0367 -0.0278
Si 1.9197 7.3676 8.7279 0.0014 0.0293 -0.0378
Si 1.9721 -3.4974 8.7995 -0.0071 -0.01 -0.004
Si 5.8324 -0.3617 8.7358 -0.0078 0.0305 -0.0406
Si 5.7851 4.2529 8.8449 0.0082 -0.0092 -0.0114
Si 5.7302 7.4069 8.8808 0.0043 0.0069 -0.009
Si 5.7822 -3.4785 8.7482 0.0063 -0.0377 -0.0441
Si -5.8077 -0.3913 8.7663 0.0129 0.0235 -0.0757
Si -5.7895 4.2638 8.8626 -0.0054 -0.0047 -0.0156
Si -5.8203 7.4241 8.9415 -0.0011 0.0111 -0.0044
Si -5.8385 -3.524 8.8705 0.0144 -0.0314 0.0089
Si -1.8932 -0.3962 8.7932 0.0003 0.0275 -0.0248
Si -1.8936 4.2262 8.7977 -0.0111 -0.0362 -0.0016
Si -1.9177 7.3556 8.7828 -0.0094 0.038 -0.0561
Si -1.9533 -3.539 8.8771 0.0089 -0.0127 0.0014
Si 4.1185 0.6882 24.0144 -0.0228 -0.0057 -0.0286
Si 2.2141 1.4845 32.4426 0.0342 0.0586 -0.0143
Si 2.2141 5.3517 32.4426 0.0031 -0.0829 -0.0043
Si 2.2141 9.2189 32.4426 0.0165 -0.013 0.0227
Si 2.2141 -2.3827 32.4426 0.0267 0.084 0.0065
Si 6.0813 1.4845 32.4426 0.0072 -0.0541 -0.0092
Si 6.0813 5.3517 32.4426 -0.0233 -0.0378 0.0001
Si 6.0813 9.2189 32.4426 -0.0069 -0.0587 -0.0014
Si 6.0813 -2.3827 32.4426 0.0058 0.0914 -0.0208
Si -5.5202 1.4845 32.4426 -0.0319 -0.0981 0.0009
Si -5.5202 5.3517 32.4426 -0.026 -0.014 0.0231
Si -5.5202 9.2189 32.4426 0.0158 0.0034 -0.0022
Si -5.5202 -2.3827 32.4426 -0.0249 0.1287 -0.001
Si -1.653 1.4845 32.4426 0.018 0.0264 0.0002
Si -1.653 5.3517 32.4426 0.0386 -0.1133 0.0295
Si -1.653 9.2189 32.4426 -0.0099 0.0152 0.0133
Si -1.653 -2.3827 32.4426 -0.0134 0.0321 -0.0046
Si 2.2141 3.4181 33.8098 -0.0561 0.0149 0.0222
Si 2.2141 7.2853 33.8098 0.0175 0.0081 0.0015
Si 2.2141 -4.3162 33.8098 -0.0598 -0.0201 0.0012
Si 2.2141 -0.4491 33.8098 0.0044 -0.0117 0.0039
Si 6.0813 3.4181 33.8098 -0.0101 0.004 0.0065
Si 6.0813 7.2853 33.8098 0.0217 -0.001 0.0125
Si 6.0813 -4.3162 33.8098 -0.0092 -0.0099 -0.0214
Si 6.0813 -0.4491 33.8098 0.0142 0.0119 0.0138
Si -5.5202 3.4181 33.8098 0.0354 0.02 0.0041
Si -5.5202 7.2853 33.8098 0.0154 -0.0272 0.0067
Si -5.5202 -4.3162 33.8098 0.0304 0.003 -0.021
Si -5.5202 -0.4491 33.8098 0.0289 0.0031 0.0188
Si -1.653 3.4181 33.8098 -0.0107 0.033 0.0242
Si -1.653 7.2853 33.8098 -0.0348 -0.0115 -0.0071
Si -1.653 -4.3162 33.8098 0.0178 -0.0134 -0.0014
Si -1.653 -0.4491 33.8098 -0.031 0.0033 0.0044
Si 0 1.9336 0.683 -0.0296 0.0037 -0.0253
Si 0 5.8008 0.683 -0.0127 -0.006 0.011
Si 0 -5.8008 0.683 -0.0114 0.0112 -0.0305
Si 0 -1.9336 0.683 -0.0106 0.016 0.0172
Si 3.8672 1.9336 0.683 0.0139 -0.0093 -0.0368
Si 3.8672 5.8008 0.683 -0.0061 -0.0122 0.0108
Si 3.8672 -5.8008 0.683 -0.0034 0.0127 -0.0436
Si 3.8672 -1.9336 0.683 0.0182 0.0068 0.0076
Si 7.7343 1.9336 0.683 0.0266 -0.0324 -0.0365
Si 7.7343 5.8008 0.683 0.0101 -0.0018 0.0111
Si 7.7343 -5.8008 0.683 0.0277 0.0092 -0.0433
Si 7.7343 -1.9336 0.683 0.0172 -0.0065 0.0149
Si -3.8672 1.9336 0.683 -0.0013 -0.0298 -0.0247
Si -3.8672 5.8008 0.683 0.0118 0.031 0.0207
Si -3.8672 -5.8008 0.683 0.0095 0.0033 -0.0263
Si -3.8672 -1.9336 0.683 -0.0259 -0.0024 0.0243
Si 0 0 2.0503 -0.0658 0.1024 -0.0273
Si 0 3.8672 2.0503 -0.0588 -0.087 -0.046
Si 0 7.7343 2.0503 -0.0558 0.1021 -0.0562
Si 0 -3.8672 2.0503 -0.0514 -0.1201 -0.0593
Si 3.8672 0 2.0503 0.0037 0.0949 -0.0497
Si 3.8672 3.8672 2.0503 0.0539 -0.0795 -0.0597
Si 3.8672 7.7343 2.0503 0.0279 0.1024 -0.0642
Si 3.8672 -3.8672 2.0503 0.0031 -0.1246 -0.1
Si 7.7343 0 2.0503 0.066 0.1067 -0.0738
Si 7.7343 3.8672 2.0503 0.0611 -0.0823 -0.0466
Si 7.7343 7.7343 2.0503 0.0708 0.1115 -0.0509
Si 7.7343 -3.8672 2.0503 0.0579 -0.1161 -0.0848
Si -3.8672 0 2.0503 0.0153 0.0938 -0.0119
Si -3.8672 3.8672 2.0503 -0.0452 -0.0811 -0.0167
Si -3.8672 7.7343 2.0503 -0.0281 0.0934 -0.0052
Si -3.8672 -3.8672 2.0503 0.0163 -0.1105 -0.0337
Si 1.7772 1.9692 10.9232 -0.0111 -0.0114 0.0085
Si 3.7539 -5.7513 13.2584 0.0075 0.0038 -0.0083
Si 1.6326 -5.8036 10.927 -0.0082 0.0016 0.0192
Si 4.0928 8.4541 15.7746 0.0058 -0.0014 0.0046
Si -5.2024 4.0595 15.6149 -0.0054 0 0.0138
Si 6.1422 1.9217 10.9691 0.0109 0.0145 0.0103
Si 0.6751 1.894 19.6722 0.0043 0.0039 0.0037
Si -4.1519 -0.8895 17.9726 0.003 0.008 -0.0022
Si 9.2873 1.9241 10.9637 -0.013 0.0102 0.0306
Si -5.3558 -5.7441 14.1919 -0.0098 0.0002 -0.0086
Si 9.1565 -5.7642 11.1247 -0.0077 -0.0133 0.0253
Si 9.1816 -0.5292 15.6845 -0.001 0.0055 0.0089
Si -1.3955 1.9146 10.9227 0.0106 -0.0036 0.0136
Si -1.5286 -5.8361 11.0024 0.009 0.0019 0.0186
Si 4.8571 3.1866 15.7971 0.002 -0.0005 0.0012
Si -5.1519 1.5608 13.8735 0.0007 0.0106 -0.0001
Si 2.9242 1.9386 17.6712 -0.0043 0.0106 0.0016
Si -2.2717 9.5811 14.029 -0.0042 0.0025 -0.0057
Si 1.3807 0.9772 22.5899 -0.0152 0.0072 0.0004
Si 2.593 -4.6221 15.7751 -0.0001 0.0005 -0.0034
Si 6.9465 1.268 17.1522 0.0049 0.0046 -0.0032
Si 5.4678 5.9548 16.6946 0.003 0.0008 -0.0034
Si 6.3632 10.1061 17.1876 -0.0031 -0.0036 -0.0076
Si 2.2493 10.8949 21.3151 0.0044 0 0.0032
Si -2.0904 1.628 13.9288 -0.0018 0.0038 -0.0041
Si 7.3909 10.9699 23.658 0.0014 -0.0148 0.0182
Si 5.9797 -5.733 11.0149 0.0121 -0.0251 0.0173
Si -3.8434 1.763 19.3981 0.0016 0.0035 0.0062
Si -0.2389 -0.666 15.146 -0.0041 0.0113 -0.0006
Si -5.2728 7.0441 15.7386 -0.0046 0.0014 -0.0003
Si -0.5127 -3.7424 15.4674 0.0023 -0.0089 -0.0077
Si 8.5709 -3.5723 16.0633 -0.0001 -0.01 -0.0084
Si -4.0258 0.9624 22.4277 0.0263 0.0074 -0.0014
Si -1.6041 3.799 18.6999 0.0016 -0.0066 0.0028
Si -1.3429 6.9736 18.8902 -0.0046 -0.0001 -0.0009
Si 9.5026 -2.9864 19.0053 -0.0063 0.0006 0.0004
Si -1.8643 -2.9876 18.158 -0.0055 0.0054 0.002
Si 0.26 -0.8838 18.1694 0.0021 0.0094 -0.0006
Si 4.9528 10.6666 20.0035 0.0002 0.0065 -0.0022
Si 3.9999 6.8943 24.0155 0.0007 -0.0143 -0.0092
Si 9.0977 3.0382 18.3722 -0.0037 0.0137 -0.0042
Si -1.9964 4.0737 15.6994 0.0054 -0.0017 0.006
Si 8.38 6.7723 22.7576 -0.0059 0.0032 0.0305
Si 2.701 -0.0034 15.2292 0.0005 0.0037 0.0042
Si 3.9244 1.8409 13.2196 0 0.0056 -0.005
Si 5.6943 7.9034 21.54 -0.0123 -0.001 0.0141
Si -3.5874 -4.1899 20.4204 -0.0115 0.0077 0.0042
Si 0.4966 -2.0761 22.453 0.0006 0.0185 -0.0042
Si -2.1005 7.0697 15.8583 -0.0032 -0.0002 0.0022
Si 7.2024 -3.0704 21.1316 0.0009 -0.0074 -0.0033
Si 0.2465 8.3476 21.0317 0.0204 -0.0062 -0.0036
Si 4.8569 -0.2213 18.9254 -0.0046 0.0029 0.0004
Si 6.2005 -0.2403 21.7952 0.0145 -0.0004 -0.0169
Si 0.8502 7.0221 23.7088 0.0071 -0.014 0.0135
Si 4.2353 11.0578 23.7756 0.0012 0.0217 0.0228
Si 8.4231 1.6737 22.5766 0.0072 -0.0033 0.0015
Si 6.2751 5.8359 19.5224 0.0054 -0.0002 -0.0158
Si -4.1212 7.1668 23.5153 -0.0019 -0.0118 -0.0024
Si 3.1544 -2.054 17.3374 0.0017 0.0018 -0.0051
Si -2.6041 -1.952 22.4141 -0.0128 0.0181 0.002
Si 8.3283 4.373 20.9165 0.0144 0.0011 -0.0079
Si -2.6976 8.4391 21.0816 -0.0155 -0.0157 -0.0062
Si 7.8457 7.4735 17.5801 -0.0001 -0.0013 -0.0012
O -4.6057 -2.2418 25.7489 0.0456 -0.0049 -0.0345
O 2.1953 0.5966 10.1429 0.0047 0.0126 0.0099
O 1.9732 -1.9285 9.3439 0.0052 0.0065 0.019
O 2.0925 3.2804 10.0268 0.0055 -0.0117 0.0271
O 1.9373 5.8081 9.2872 -0.0067 0.0067 0.0251
O -1.9043 5.7933 9.341 0.0086 -0.008 0.0259
O 1.9335 8.3382 10.0457 0.0083 0.0085 0.0269
O 0.0603 -5.7182 11.2971 -0.0047 -0.0017 -0.0135
O -3.6054 3.9312 15.864 -0.0011 0.0019 0.0015
O 5.8361 0.6243 10.0433 -0.0057 0.0128 0.0338
O 5.4464 10.544 18.4596 0.0037 -0.002 0.005
O 5.7221 3.2913 10.1838 -0.0033 -0.0183 0.0146
O 5.7618 5.8239 9.3887 -0.0018 0.0064 0.0232
O 5.5718 8.3543 10.2306 -0.0047 0.0159 0.0138
O 8.0183 9.6194 24.3408 -0.0112 0.0513 -0.0221
O 5.7994 -1.9177 9.3062 0.0028 0.0089 0.0242
O 9.597 0.6287 10.0403 0.0023 0.0201 0.0575
O 9.6513 -1.9392 9.3675 -0.0068 -0.0088 0.0255
O -5.7688 3.2988 10.1941 0.0025 -0.0166 0.0119
O -5.8016 5.8313 9.4193 -0.0002 0.0025 0.0233
O 9.6402 8.3589 10.3126 -0.0024 0.0168 0.0177
O 9.5648 -4.4562 10.2313 0.0015 -0.0044 0.0161
O 8.6049 -2.0481 15.4458 0.0017 0.0028 0.0014
O -1.8597 0.5935 10.0997 0.0026 0.0127 0.018
O -5.2542 -1.5078 19.0238 -0.0018 -0.0063 0.0083
O -1.8384 3.2636 10.13 0.001 -0.0103 0.0132
O 3.731 0.9177 18.6497 0.0049 -0.0062 0.0056
O -1.8688 8.3303 10.0969 -0.004 0.0088 0.0447
O -1.2654 -4.6802 14.3942 0.0017 0.0079 0.0082
O 4.2009 6.9595 16.4167 -0.0031 0.0048 -0.0003
O -1.9173 -1.9534 9.3718 -0.0014 -0.0133 0.0255
O 2.7824 9.2969 16.317 -0.0034 0.0045 0.0022
O 7.5646 6.7271 19.0095 0.0002 0.0046 0.0046
O 3.475 -1.2213 15.971 0.0001 0 0.0038
O 7.6167 2.3941 18.1335 0.0044 0.0011 0.0051
O -5.603 -5.654 12.5837 0.0102 0.0017 0.0041
O 4.6301 7.6244 22.7299 0.0172 0.0037 -0.002
O 1.2921 9.6026 20.9996 -0.0061 -0.0009 0.0127
O 9.3813 -3.5214 17.4743 0.0004 0.0002 0.0103
O -5.7324 8.205 14.684 0.003 -0.0069 0.0086
O 3.3317 10.976 20.0709 0.0038 0.002 0.0031
O 0.1935 1.9041 11.2428 -0.0018 0.0017 -0.0135
O 4.2865 -1.6878 18.4596 -0.0004 -0.0004 0.006
O -3.777 -5.4951 14.5176 0.0108 0.0029 -0.0001
O -1.5142 5.3632 19.1697 -0.0008 0.0051 0.0053
O 9.3857 7.2498 17.1397 -0.0068 0.0047 0.0071
O -0.6051 2.8838 19.591 -0.0092 0.0087 -0.0019
O 3.1969 10.6302 22.6153 -0.0154 0.001 -0.0049
O 0.0912 8.2201 24.5284 0.0006 -0.0019 -0.0013
O -0.638 -2.2221 14.8947 0.0003 0.0008 0.0027
O 0.7096 7.2011 22.1011 -0.0004 0.013 -0.0094
O 2.3594 1.1489 16.3502 0.0025 -0.0035 0.0039
O 5.4252 9.337 16.1115 -0.0018 0.0033 0.009
O 5.3284 6.7742 20.4324 0.0001 0.0037 0.0085
O 6.8577 6.7834 16.4662 0.0019 0.0032 0.0069
O 1.1178 -0.5892 22.2156 -0.0024 -0.0126 0.0103
O -1.2463 3.7399 17.1091 -0.0041 0.0045 0.0002
O -5.7372 2.9213 14.5791 0.0059 -0.0027 -0.0012
O 5.7146 -4.4464 10.0646 -0.0129 -0.0018 0.0323
O 9.2492 -4.6142 15.0002 -0.0037 0.0088 0.011
O -3.6998 1.751 21.0276 -0.0031 -0.0002 0.0003
O -5.5732 5.5664 15.0889 0.0016 0.0025 0
O 3.4151 -4.5388 14.3365 -0.007 0.008 0.007
O 7.9266 -4.1513 22.1431 0.0049 0.0083 -0.0086
O -3.7022 7.137 16.1387 0.0074 0.0014 0.0018
O 3.7669 10.2301 25.076 -0.011 0.0195 -0.0078
O -1.0495 -2.0259 21.9239 -0.0066 -0.0041 0.0148
O 5.2747 1.7727 12.3284 -0.0182 -0.0019 0.0141
O -2.4056 -4.0257 19.2943 0.0023 0.0055 0.0066
O 9.7525 7.4998 23.2787 0.0049 -0.0018 0.0089
O 3.6363 -0.5107 25.0488 0.0198 0.0601 -0.0376
O 4.2907 5.2911 24.1809 0.0007 0.0152 -0.008
O 7.7435 5.9711 24.0481 0.0035 -0.0037 -0.0281
O 9.5324 3.8162 17.0319 0.0026 -0.0039 0.0062
O -2.3011 9.4158 12.4113 -0.0095 0 0.0218
O 3.2095 -3.6216 16.9124 0.0004 0.0038 0.0062
O 4.1041 2.983 14.3679 0.0035 0.0049 0.0066
O 2.6143 2.1369 12.3026 0.0188 0.0017 0.0156
O 7.2391 7.7691 22.106 -0.0159 0 0.0033
O 7.3223 0.9262 21.6439 -0.0048 -0.0026 0.0008
O -3.5148 1.7611 23.7763 -0.0058 -0.0283 -0.0329
O 0.3595 0.3598 19.2049 -0.0001 -0.0086 0.0019
O -1.328 7.2921 17.2871 -0.0054 -0.0001 0.0091
O 9.8173 0.8191 22.5402 -0.0106 0.0056 0.0117
O -5.2509 1.7857 12.2767 -0.003 -0.0021 0.0036
O 6.9909 -1.6606 21.9225 -0.0084 0.0067 0.01
O 0.4876 1.5309 23.8693 0.0186 -0.0287 -0.0372
O -3.0785 3.1156 18.8988 0.0074 0.0001 0.0091
O -3.3293 7.3457 22.108 0.009 0.0141 0.0007
O 1.1151 1.8654 21.2437 0.0005 0.002 0.0003
O 7.9401 1.8716 24.13 0.0036 -0.0035 -0.0038
O -1.2239 -3.8575 16.9363 0.0021 0.0003 0.0028
O 0.5222 -2.3018 24.0718 -0.0008 0.0116 -0.0349
O -1.6631 5.6116 15.2427 -0.0023 0.0014 0.003
O 5.7074 -3.5437 20.7018 -0.0069 -0.0043 0.0074
O -3.83 5.6486 24.0861 -0.0081 0.0455 -0.0198
O -1.4722 2.9775 14.6182 0.0016 0.0151 0.0083
O 0.3327 10.8383 25.1547 -0.0073 -0.0262 -0.0096
O -3.5441 8.2446 24.5868 -0.0046 -0.0062 -0.0129
O 7.7138 1.9728 11.3811 0.0126 -0.0056 -0.0145
O 4.6168 7.6271 25.3359 -0.0019 -0.0117 -0.0023
O 2.0906 -4.4558 10.1334 0.0061 -0.003 0.0071
O 4.1131 -2.8335 24.1389 0.0081 -0.009 -0.0611
O 1.0337 -4.2315 15.5692 -0.0093 0.0071 -0.0001
O 7.9346 -0.5488 25.1621 0.0048 0.0119 -0.0183
O 7.5539 -5.8122 11.4022 0.0057 0.0015 -0.0124
O -4.9248 -0.4962 16.5929 -0.0014 -0.0022 0.007
O -5.0587 -4.0855 19.7605 0.0078 0.007 0.0089
O 7.7573 -3.2051 24.5719 -0.0091 -0.0104 0.0054
O 5.4092 5.3768 18.2269 -0.0041 -0.0019 0.0065
O 1.6926 -1.6251 17.9248 0.0016 0.0019 0.0055
O 5.206 -0.2564 20.5083 -0.0006 -0.001 0.008
O 8.5822 3.1603 21.9525 -0.0093 0.0089 0.0075
O 8.8728 5.7233 21.6252 -0.0043 -0.0123 0.0039
O 1.346 -3.2202 21.6061 0.0038 -0.0107 0.008
O -3.4925 10.884 25.063 -0.0077 0.0058 -0.0022
O 5.371 0.0804 23.1591 -0.0063 0.0047 0.0107
O 6.1665 0.1703 18.0576 -0.0001 0.0014 0.0054
O 5.7871 10.7008 23.4798 0.0156 0.0067 0.0149
O -1.1991 8.9113 21.5364 0.0012 0.0039 0.0174
O -2.648 -2.3455 23.9785 -0.0245 -0.0039 -0.0042
O -0.3374 -0.334 16.7463 0.0041 -0.005 0.0072
O 7.5353 9.0745 17.6971 -0.001 -0.0048 0.0069
O -2.0286 -4.4779 10.2375 -0.0048 -0.0014 0.0071
O -0.7309 -2.0085 18.809 -0.0021 -0.0053 0.0035
O 1.2798 -0.4616 14.5911 0.0001 -0.0012 0.0023
O 3.9798 8.3509 14.1428 -0.0007 -0.0096 -0.0045
O -3.3439 0.3558 18.6896 -0.0034 -0.0057 0.0048
O -3.46 -3.0148 21.5365 0.0142 -0.0031 0.0082
O 5.4011 9.3335 20.8395 -0.0031 -0.0007 0.0059
O 5.0938 -5.506 12.3633 -0.0238 0.0036 0.0228
O 8.0719 -2.8776 19.7685 0.0223 -0.0032 -0.0023
O -3.6222 1.3575 14.388 -0.006 0.0006 -0.0026
O 0.0303 7.5904 19.5811 -0.0067 -0.0012 0.0045
O 2.4581 9.5418 12.3061 0.0171 0.0008 0.015
O -3.2709 -0.4718 22.2824 0.0077 -0.0286 0.0139
O 6.763 4.5811 20.4559 -0.0036 -0.0013 0.0089
O 8.0714 0.4169 16.3802 0.0031 -0.0001 0.0018
O -1.2178 0.3174 14.3176 0.0045 -0.0047 0.0049
O -2.1558 1.8781 12.3374 -0.0042 0.0005 0.0037
O 7.0517 -4.0831 16.426 0.0017 0.005 0.0057
O 2.9607 1.1273 22.9525 0.0198 -0.0049 0.0346
O -3.077 -2.055 17.5862 0.0077 -0.0061 0.0082
O 5.4864 4.6808 15.6981 -0.0022 0.0001 0.0031
O 0.3076 5.5421 24.1562 -0.0007 0.0349 -0.0102
O 3.8254 3.1558 17.0738 -0.0054 -0.006 0.0084
O -3.5819 9.7947 21.0756 0.0012 0.0199 0.0089
O -2.6094 7.7363 19.605 0.0095 -0.0054 0.0018
O -5.3849 1.8391 18.8587 -0.0007 0.0039 0.0064
O 9.1558 4.1549 19.5452 -0.0022 -0.0098 0.0019
O 5.9809 2.0201 16.0603 0.0017 -0.0022 0.007
O 1.7615 2.5441 18.631 0.0083 -0.0067 -0.0037
O 2.4151 7.1683 24.0782 -0.0147 0.0045 0.0082
O 3.6881 0.4413 14.0211 -0.0018 -0.0048 -0.0001
O 9.5102 0.1915 14.2567 0.0019 0.0013 -0.0015
O -1.731 8.2204 14.766 0.0007 -0.0041 0.008

Results
free energy: -271813.097 eV
free energy less fixed offsets of O -568.88, Si -635.61 eV per atom: -12.137 eV

The program warned: the cutoff lies below the one the program advises for these potential files; the exchange-correlation potential is rough where the density is thin.
